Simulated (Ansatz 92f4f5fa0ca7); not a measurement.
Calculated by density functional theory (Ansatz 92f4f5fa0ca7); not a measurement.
Periodic cell of 192 atoms, Si128O64, from a study of silicon, its oxide and their interface. The atomic structure is a simulated model.
This geometry differs little from another in the collection (a relaxation step or a small displacement).

Settings
functional: r2SCAN
potential files: Ansatz PAW
basis: plane waves
wave-function cutoff: 800 eV
density cutoff ratio: 5
exchange-correlation grid ratio: 1
k mesh: 1 x 1 x 1, shifted by 0.5 0.5 0 of a step
self-consistency stop: 1e-10 eV per atom in the density residual
occupations: fixed
spin: none
net charge: 0

Cell vectors (angstrom)
a 10.88 0 0
b 0 10.88 0
c 3.5965 -1.8859 28.9362

Atoms: element, x, y, z (angstrom)
Si 1.7268 -1.6533 -0.057
Si 4.4612 1.1941 0.1142
Si 1.0996 4.2713 0.0754
Si 3.8794 -3.9178 0.2042
Si -4.3519 -1.1166 0.1532
Si -1.7092 1.5818 0.1553
Si 7.0184 3.8378 0.0071
Si -1.0675 -4.3684 0.0455
Si 2.761 0.0142 1.2707
Si 5.5382 2.727 1.4683
Si 2.6699 -5.4771 1.4252
Si 5.4104 -2.6977 1.465
Si -2.7937 0.0173 1.4824
Si -0.0692 2.7257 1.387
Si 8.1862 5.4104 1.3371
Si 0.0626 -2.7168 1.2753
Si 1.3608 1.3419 2.6492
Si 4.0836 4.064 2.7282
Si 1.3461 -4.0603 2.7601
Si 4.0467 -1.3174 2.7802
Si 6.8132 1.3798 2.8889
Si 9.4918 4.078 2.7906
Si 6.8275 6.7868 2.7023
Si -1.3308 -1.3834 2.6635
Si 0.0118 -0.015 4.0382
Si 2.7131 2.6942 4.0491
Si -0.0134 5.4569 4.1066
Si 2.7063 -2.7088 4.1158
Si 5.4137 0.009 4.1545
Si 8.1797 2.7331 4.1906
Si 5.4482 5.4379 4.07
Si 8.1894 -2.7298 4.0501
Si 1.3883 -1.3654 10.8419
Si 4.0848 1.3398 10.8728
Si 1.3286 4.0658 10.8842
Si 4.0841 -4.0488 10.8248
Si 6.7666 -1.3576 10.8967
Si -1.3731 1.3741 10.8464
Si 6.8407 4.0796 10.8483
Si -1.3713 6.7748 10.881
Si 2.7309 -0.0253 12.2441
Si 5.4947 2.7 12.1698
Si 2.7335 5.4655 12.1419
Si 5.4141 -2.7399 12.2593
Si -2.7486 0.0481 12.2
Si -0.0604 2.7173 12.2568
Si 8.1623 5.4183 12.2796
Si 0.0158 -2.7229 12.1707
Si 1.3347 1.3479 13.5506
Si 4.1659 4.1338 13.4191
Si 1.3625 -4.1045 13.5101
Si 4.0806 -1.3799 13.6434
Si -4.0656 1.3998 13.6259
Si -1.4102 4.0433 13.6973
Si 6.7778 -4.1025 13.6258
Si -1.366 -1.3347 13.463
Si -0.0763 0.0133 14.8914
Si 2.7777 2.7978 14.6782
Si 0.0361 -5.4584 14.9215
Si 2.6758 -2.773 14.9346
Si 5.4938 -0.0223 14.9698
Si -2.8093 2.7617 15.1603
Si 5.4451 5.3722 14.9854
Si -2.6945 -2.686 14.845
Si 0.9749 -1.6686 16.1109
Si 4.2307 1.6259 16.0274
Si 1.6949 4.2625 16.1254
Si 3.8323 -4.3829 16.2099
Si 7.139 -1.1496 16.2694
Si -1.5982 1.1331 16.3305
Si -4.4903 3.8299 16.5843
Si -1.1888 -3.8904 16.1463
Si 2.9211 -0.3149 17.9304
Si 5.9325 -0.1614 -5.9674
Si 7.8799 -3.014 -2.0224
Si -0.0041 2.9453 18.3652
Si 1.4905 -0.2509 -2.8649
Si 6.713 4.6992 19.741
Si 0.9034 2.0138 21.2537
Si 2.7667 2.5633 -2.0406
Si 5.6395 -5.2013 -2.107
Si 2.7845 -0.4179 -5.5431
Si 2.1986 -0.7154 20.7792
Si -1.2411 -2.3716 -6.5498
Si 5.1091 -3.7563 20.9276
Si 4.1717 4.1535 -4.3403
Si -1.4745 -5.1305 18.8869
Si -1.156 0.9538 -2.7328
Si 2.2564 4.6258 -6.873
Si 0.2063 -3.2582 20.7053
Si 0.8985 1.9075 -6.4323
Si 6.7069 2.8606 -5.5828
Si -2.6365 -1.0387 -4.2838
Si -1.2256 3.2557 -4.4236
Si -0.5986 -5.3072 -5.97
Si 5.171 -2.4579 18.1741
Si 1.3384 -1.3555 5.4523
Si 4.0488 1.374 5.4687
Si 1.3699 4.0707 5.4171
Si 4.0904 6.7976 5.4362
Si 6.8202 -1.3765 5.4298
Si -1.3229 1.3338 5.4574
Si 6.7808 4.0965 5.4823
Si -1.3697 -4.071 5.4565
Si 2.6986 0.0058 6.803
Si 5.4162 2.7254 6.8241
Si 2.726 5.4273 6.7901
Si 5.4571 -2.7295 6.7874
Si -2.7098 -0.0174 6.8044
Si 0.028 2.7128 6.7928
Si -2.7274 -5.4209 6.8143
Si -0.016 -2.7153 6.8156
Si 1.3609 1.3593 8.1709
Si 4.0658 4.0806 8.1859
Si 1.3566 6.7898 8.1427
Si 4.0853 -1.3566 8.1149
Si 6.7953 1.3505 8.1487
Si -1.3475 4.0793 8.1239
Si 6.7991 -4.0709 8.1725
Si -1.3686 -1.3688 8.1887
Si 0.0019 0.0042 9.5212
Si 2.7061 2.7079 9.5401
Si -0.0072 5.4296 9.5057
Si 2.7313 -2.7107 9.4616
Si 5.4273 -0.0175 9.5001
Si 8.1744 2.7268 9.4705
Si 5.4506 5.4411 9.5172
Si 8.1432 -2.7214 9.55
O 3.2278 1.0516 17.1668
O 5.5812 -5.1384 20.2333
O -2.6607 -0.0333 16.8176
O 5.4782 0.014 -0.4316
O -1.7669 -3.7365 -1.2843
O 6.5997 -1.9918 17.5702
O 5.3913 3.1878 -4.74
O 1.7718 3.5229 -1.2107
O 4.8584 5.3476 -3.4884
O -0.8203 4.2911 18.6793
O 1.1894 3.3443 17.362
O -1.9453 -4.572 17.4293
O 1.7008 3.1169 -7.1938
O 0.0352 5.4017 -0.4738
O 6.8072 3.9236 -6.8242
O 6.3577 4.4032 -1.392
O 2.3958 -1.4706 -6.7153
O 0.0156 0.079 -3.4207
O 1.2795 -2.0254 20.4633
O 6.7374 -1.0273 -4.8682
O -0.8843 4.8368 -4.5442
O 6.5405 3.4022 20.7251
O 8.1386 -5.3894 19.8671
O 4.5388 -4.6274 -1.0933
O 8.1049 2.6869 -0.4398
O -0.4202 -4.0198 19.4191
O 1.3289 -1.1889 -1.5705
O 5.27 2.6519 16.7552
O 2.7623 0.007 19.4641
O 8.0938 3.0293 -4.7698
O 3.1598 3.3355 -3.3937
O 3.3538 4.6305 -5.6655
O 4.6345 -3.8422 17.5307
O 2.8262 -2.8161 -0.368
O -2.4728 0.3494 -3.4594
O 4.0545 2.153 -1.1561
O -0.0176 -2.0217 -7.5368
O -2.238 2.3565 -7.4788
O 4.1397 -1.3264 17.681
O 0.621 2.3515 19.714
O -0.1366 2.5547 -5.3906
O -2.5773 -2.5313 -7.4509
O -1.1284 0.7524 -1.1372
O 7.2414 -1.8404 -1.1182
O 6.6212 4.3028 18.146
O -0.1087 -2.7649 16.6539
O 6.2102 -0.8206 -7.4208
O 2.0402 0.9983 -5.7633
O 0.9566 -5.3918 -6.4187
O 2.355 -0.936 -4.0608
O 5.2453 -2.6111 19.773
O 2.7346 5.3872 16.7267
O 4.3724 -0.1873 -5.609
O 6.7579 -4.0919 -2.4302
O -0.9644 -3.7553 -5.786
O -1.5507 4.8925 -7.1082
O -0.9318 1.8086 17.6669
O 6.5172 1.3311 -6.0429
O -2.4276 -2.3308 -3.3581
O -0.0344 0.9056 -7.3178
O -1.5513 -1.176 -5.4961
O -1.0069 2.553 -2.9878
O 2.0852 1.1703 -2.4262
O 1.5366 -0.9727 17.4628

Results
free energy: -118377.535 eV
free energy less fixed offsets of O -570.45, Si -639.56 eV per atom: -5.055 eV

Forces (eV/angstrom), in the order of the atoms: element, x, y, z
Si -0.0108 0.0139 -0.0919
Si -0.0077 0.0171 -0.0661
Si 0.0106 -0.0169 -0.0735
Si 0.0124 -0.0132 -0.066
Si 0.0157 -0.0132 -0.0727
Si 0.0133 -0.0181 -0.0879
Si -0.0089 0.0048 -0.0759
Si -0.0127 0.0085 -0.0712
Si 0.0013 -0.003 0.0077
Si 0.0013 0.0006 0.0032
Si -0.0017 0.0007 0.0038
Si -0.0016 0.0014 0.0049
Si -0.0008 0.0005 0.0043
Si -0.0015 0.0011 0.0054
Si -0.0004 -0.0027 0.0049
Si 0.0027 0.0003 0.0058
Si 0.0006 -0.0006 -0.0014
Si 0.0002 -0.0008 -0.0005
Si -0.0005 0 -0.0016
Si -0.0016 0.0022 -0.0011
Si 0 -0.0011 -0.0002
Si 0 0.0003 -0.0011
Si 0.001 -0.0011 -0.0017
Si -0.0002 -0.0005 -0.0018
Si -0.0003 0 0.0003
Si -0.0002 -0.0007 0.0009
Si 0 -0.0003 0.0002
Si 0.0002 -0.0005 -0.0002
Si 0.0005 -0.0004 0.0012
Si -0.0007 0.0004 0.0004
Si -0.0004 0.0003 0.0014
Si 0 0.0002 0.0003
Si -0.0004 -0.0005 0.0005
Si 0.0001 0 0.0012
Si 0.0001 -0.0003 0.001
Si -0.0004 -0.0005 0.0006
Si 0.0005 -0.0002 0.001
Si -0.0003 -0.001 0.0005
Si -0.0004 -0.0006 0.0011
Si 0 0.0002 0.0008
Si -0.0012 0 0.001
Si 0.0006 0.0005 0.0003
Si 0.0001 0.0002 0.0004
Si -0.0005 -0.0009 0.0006
Si 0.0015 -0.0003 -0.0005
Si 0.0002 -0.002 0.0005
Si -0.0009 -0.0001 0.0006
Si -0.0003 0.0005 0.0003
Si -0.0003 -0.0002 -0.0012
Si -0.0009 -0.002 0.0003
Si 0.0002 -0.0002 0.0007
Si 0.0005 -0.0001 -0.0016
Si -0.0026 -0.0013 0
Si -0.0007 0.001 -0.0012
Si 0.0015 -0.0004 -0.0012
Si -0.0003 -0.0008 -0.0003
Si 0.0008 0.0014 0.0034
Si -0.0003 0.0003 0.0026
Si -0.0014 -0.0033 0.007
Si 0.0003 0.0001 0.0043
Si 0.0005 -0.0001 0.0027
Si 0.0034 -0.0009 0.0055
Si -0.0007 0.0015 0.005
Si -0.0015 -0.0009 0.0042
Si -0.0075 -0.009 -0.0644
Si 0.0152 0.0088 -0.0568
Si 0.0106 0.0171 -0.0633
Si -0.015 -0.0118 -0.0655
Si 0.01 0.0142 -0.0641
Si -0.0155 -0.0152 -0.0681
Si -0.0069 -0.0178 -0.1053
Si 0.0155 0.0166 -0.0773
Si -0.0066 0.0009 -0.1691
Si -0.0018 -0.0077 -0.1624
Si 0.0064 0.0174 -0.1723
Si -0.0175 0.0005 -0.1856
Si 0.0148 0.007 -0.1953
Si 0.0332 0.015 -0.2068
Si -0.0034 -0.0017 -0.2014
Si -0.0074 -0.0134 -0.176
Si -0.0147 0 -0.1684
Si 0.0033 -0.0117 -0.1963
Si 0.0031 0.0154 -0.1804
Si 0.0124 -0.0145 -0.1726
Si 0.0173 -0.0044 -0.2064
Si 0.0024 -0.017 -0.2059
Si -0.0199 -0.0256 -0.1645
Si -0.0164 0.022 -0.1742
Si -0.0061 0.0304 -0.1869
Si -0.0045 -0.0189 -0.1771
Si -0.013 -0.0171 -0.1585
Si 0.0288 0.0018 -0.1615
Si -0.0108 0.0136 -0.1953
Si 0.0021 0.0288 -0.1719
Si 0.0009 0.007 -0.1468
Si 0.0139 -0.0027 -0.1739
Si -0.0004 0.0003 0.0001
Si -0.0002 0.0001 -0.0004
Si -0.0004 -0.0002 0.0002
Si -0.0004 -0.0008 0.0007
Si 0 -0.0001 0.0007
Si -0.0001 -0.0007 -0.0002
Si -0.0002 -0.0004 -0.0003
Si -0.0002 -0.0001 0
Si -0.0003 -0.0004 0.0001
Si 0.0002 -0.0001 0
Si 0.0001 -0.0001 0.001
Si 0.0002 -0.0002 0.0011
Si 0 -0.0004 0.0007
Si 0 -0.0003 0.001
Si -0.0005 -0.0003 0.0001
Si 0 -0.0003 -0.0001
Si -0.0002 -0.0004 0.0005
Si -0.0006 -0.0005 0.0005
Si 0 -0.0005 0.0011
Si 0.0002 -0.0003 0.0007
Si 0.0002 -0.0006 0.0012
Si 0.0001 -0.0002 0.001
Si -0.0001 -0.0001 0.0004
Si -0.0004 0.0001 0.0004
Si 0.0001 -0.0005 0.0007
Si -0.0001 -0.0002 0.0006
Si 0 -0.0004 0.0011
Si -0.0003 -0.0003 0.0004
Si 0 -0.0001 0.0008
Si -0.0001 -0.0005 0.0007
Si 0.0002 -0.0005 0.0008
Si -0.0002 -0.0005 0.0006
O -0.0254 -0.0324 0.0739
O -0.026 0.0217 0.077
O 0.0017 -0.0003 0.033
O -0.0009 -0.0014 0.0349
O 0.0334 -0.0276 0.0849
O -0.0336 -0.027 0.0792
O -0.048 0.0288 0.0794
O -0.0331 0.0366 0.0916
O 0.037 0.0361 0.1129
O -0.0045 0.0167 0.0559
O -0.0312 -0.0282 0.0888
O -0.0048 -0.0283 0.1126
O -0.0049 -0.01 0.0616
O 0.0001 0.002 0.0378
O -0.0313 -0.0218 0.1001
O 0.0251 -0.0276 0.0885
O 0.0294 0.0404 0.1226
O 0.0086 -0.0011 0.0682
O -0.0076 -0.0079 0.0585
O 0.0386 -0.0197 0.0905
O -0.0095 -0.0267 0.0825
O -0.0286 -0.0574 0.1219
O -0.0215 -0.004 0.066
O -0.0286 0.0253 0.0859
O -0.0059 0.0065 0.0441
O 0.0406 0.0452 0.0998
O 0.0051 -0.0379 0.1267
O 0.0036 0.0066 0.0375
O -0.0231 -0.0102 0.1385
O 0.0284 -0.0032 0.0744
O -0.0271 -0.0322 0.114
O 0.0527 -0.0155 0.1262
O 0.0244 0.0327 0.0879
O 0.0032 -0.0043 0.0355
O 0.024 0.02 0.0788
O 0.0321 -0.0266 0.0869
O -0.0437 -0.0079 0.0791
O -0.017 0.0169 0.074
O -0.0019 -0.0017 0.0588
O 0.03 -0.0308 0.1522
O -0.0381 0.0175 0.0925
O 0.033 -0.0087 0.0821
O -0.0135 0.0128 0.134
O -0.0309 0.0316 0.0913
O 0.0058 0.0243 0.1548
O -0.0034 -0.0048 0.0395
O -0.0297 0.0318 0.1083
O 0.0192 -0.02 0.0695
O -0.0197 -0.0025 0.0563
O -0.035 0.0016 0.1351
O -0.0019 -0.0329 0.1393
O 0.0003 -0.0006 0.0351
O -0.0148 0.002 0.0574
O -0.0018 -0.0033 0.056
O -0.0021 -0.0107 0.057
O 0.0345 0.0216 0.0842
O 0.035 0.0348 0.0874
O -0.0045 0.0109 0.0565
O -0.0139 -0.0515 0.121
O 0.0421 0.0201 0.0865
O -0.0303 0.0329 0.1145
O 0.0055 -0.0435 0.0979
O 0.0142 0.0263 0.0688
O 0.0316 0.0214 0.0838

The program warned: the cutoff lies below the one the program advises for these potential files; the forces do not sum to zero within the program's tolerance; empty levels may hold ghost states of the PAW files; the exchange-correlation potential is rough where the density is thin.
